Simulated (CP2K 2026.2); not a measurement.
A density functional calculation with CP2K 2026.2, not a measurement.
Periodic cell of 504 atoms, Si360O144, from a study of silicon, its oxide and their interface. The atomic structure is a simulated model.
Doubt: the forces sum to 1.87 eV/angstrom along one axis rather than to zero, so they err by at least 0.0037 eV/angstrom per atom on average; the grid cutoff is modest.

Settings: functional PBE; method Gaussian and plane waves; basis set DZVP-MOLOPT-SR-GTH; pseudopotentials GTH-PBE; grid cutoff 300 Ry, relative cutoff 40 Ry; k points Gamma only; occupations fixed; spin none; net charge 0.

Cell vectors (angstrom)
a	16.32	0	0
b	0	16.32	0
c	7.3629	-4.6121	33.692

Atoms and the computed forces on them: element, x, y, z (angstrom), force x, y, z (eV/angstrom)
Si	1.288	-1.163	0.171	0.129	-0.202	0.731
Si	3.708	1.658	0.181	0.205	-0.008	0.738
Si	1.46	3.757	0.181	0.043	0.228	0.699
Si	4.353	6.564	0.091	-0.107	0.1	0.681
Si	0.967	-6.492	-0.207	0.312	-0.229	0.731
Si	4.302	-4.37	-0.113	-0.166	0.158	0.73
Si	6.94	-1.591	0.155	-0.109	0.176	0.735
Si	9.779	1.109	0.016	-0.236	0.082	0.714
Si	6.643	4.459	0.178	0.028	-0.22	0.656
Si	9.77	6.48	0.248	0.076	0.152	0.732
Si	6.629	9.815	-0.035	0.052	-0.172	0.745
Si	-7.102	-3.7	0.158	0.029	-0.182	0.757
Si	-4.387	-1.176	-0.009	0.234	-0.048	0.716
Si	-0.986	1	0.108	-0.249	0.157	0.699
Si	-4.472	4.161	-0.128	0.319	-0.119	0.661
Si	-1.618	7.04	0.027	0.115	-0.204	0.785
Si	-3.734	-6.968	0.045	-0.202	0.045	0.748
Si	-1.089	-4.11	0.102	-0.19	0.044	0.702
Si	2.713	0.051	1.54	0.005	0.017	-0.058
Si	5.407	2.81	1.343	0.041	-0.035	-0.052
Si	2.698	5.425	1.326	0.008	-0.01	-0.056
Si	5.512	8.189	1.318	0.005	0.006	-0.036
Si	2.692	-5.512	1.175	-0.006	-0.011	-0.053
Si	5.371	-2.805	1.351	0.004	-0.036	-0.048
Si	8.153	0.018	1.347	-0.011	0.028	-0.043
Si	-5.45	2.661	1.388	-0.003	0	-0.049
Si	8.192	5.447	1.599	0.004	0.006	-0.03
Si	-5.35	8.172	1.334	0.012	0.009	-0.057
Si	8.137	10.929	1.371	-0.009	0.008	-0.062
Si	-5.494	-2.632	1.447	-0.007	0.013	-0.049
Si	-2.71	-0.079	1.294	-0.023	0.021	-0.054
Si	-0.001	2.59	1.527	0.003	0.004	-0.05
Si	-2.785	5.341	1.17	-0.002	0.005	-0.035
Si	-0.026	8.227	1.265	-0.016	0.023	-0.049
Si	-2.666	-5.355	1.356	0.005	0.002	-0.052
Si	0.114	-2.707	1.483	0.003	0.007	-0.036
Si	1.336	1.31	2.93	0.004	0.006	0.05
Si	4.053	4.11	2.762	-0.029	0.024	0.028
Si	1.342	6.842	2.624	-0.011	-0.009	0.005
Si	4.046	9.49	2.63	-0.01	0.015	0.041
Si	1.47	-4.134	2.709	0.03	-0.018	0.018
Si	4.101	-1.387	2.74	0.025	0	0.026
Si	6.772	1.395	2.669	0.003	0.007	0.028
Si	9.516	3.977	2.816	0.025	-0.007	0.016
Si	6.826	6.893	2.801	-0.024	0.009	0.028
Si	9.542	9.525	2.659	-0.016	-0.012	0.004
Si	6.761	12.234	2.765	0.015	0.029	0.048
Si	-6.838	-1.289	2.802	-0.009	-0.007	0.036
Si	-4.012	1.342	2.699	-0.005	-0.021	0.003
Si	-1.415	4.073	2.652	-0.013	0.022	0.013
Si	-4.04	6.739	2.675	0.017	-0.015	0.029
Si	-1.328	-6.754	2.718	-0.017	-0.021	0.029
Si	-4.099	-4.06	2.7	0.018	0.015	0.01
Si	-1.381	-1.399	2.745	0.002	0	0.019
Si	-0.058	-0.06	4.175	-0.017	0	0.005
Si	2.727	2.743	4.154	0.011	-0.021	-0.011
Si	-0.023	5.459	3.99	0.007	0.002	-0.001
Si	2.708	8.152	4.036	0.023	0.016	0
Si	0.05	-5.435	4.08	-0.002	-0.008	-0.003
Si	2.754	-2.746	4.102	-0.028	-0.011	-0.001
Si	5.464	0.001	4.063	0.011	0.005	-0.006
Si	8.122	2.667	4.13	-0.007	-0.01	0.015
Si	5.431	5.481	4.095	0.014	-0.011	-0.019
Si	8.206	8.219	4.111	-0.013	0.014	0.028
Si	5.392	10.849	4.062	0.001	-0.016	-0.018
Si	8.133	-2.707	4.11	-0.01	-0.007	-0.009
Si	-5.413	0.035	4.102	-0.002	0.016	-0.015
Si	-2.714	2.727	4.081	0.005	-0.026	0.001
Si	-5.422	5.418	4.076	-0.008	0.023	-0.027
Si	-2.692	8.14	4.037	-0.004	0.005	-0.023
Si	-5.444	-5.439	4.048	-0.016	0	0.003
Si	-2.735	-2.744	4.097	0.008	0.005	0
Si	1.366	-1.338	16.331	0.009	-0.002	-0.003
Si	4.066	1.344	16.378	0.011	-0.006	-0.012
Si	1.373	4.081	16.365	-0.004	0.01	0.003
Si	4.075	6.797	16.314	-0.003	0.007	-0.006
Si	1.352	-6.788	16.304	-0.005	-0.004	-0.015
Si	4.073	-4.067	16.318	0.002	0.006	-0.012
Si	6.775	-1.349	16.331	-0.005	-0.008	-0.01
Si	-6.8	1.329	16.303	-0.003	-0.004	-0.014
Si	6.771	4.062	16.31	-0.004	0	-0.001
Si	-6.809	6.806	16.307	0.001	-0.001	-0.011
Si	6.791	9.517	16.33	0.003	-0.015	-0.008
Si	-6.798	-4.08	16.31	0.009	-0.012	-0.006
Si	-4.081	-1.391	16.322	-0.008	-0.005	-0.013
Si	-1.323	1.378	16.323	0.001	0.006	-0.006
Si	-4.061	4.062	16.305	-0.009	0	-0.011
Si	-1.315	6.789	16.299	0.004	0.006	-0.008
Si	-4.098	9.53	16.284	-0.003	-0.004	-0.02
Si	-1.36	-4.049	16.32	0.001	0.01	-0.005
Si	2.679	0.005	17.762	-0.004	-0.004	-0.006
Si	5.442	2.704	17.716	0	-0.005	0.012
Si	2.73	5.468	17.712	-0.001	0	0.021
Si	5.401	8.167	17.684	-0.005	0.014	-0.01
Si	2.729	-5.453	17.662	-0.004	0.002	0.003
Si	5.375	-2.67	17.691	-0.004	0.006	-0.002
Si	8.155	-0.008	17.686	-0.014	0.008	-0.006
Si	-5.419	2.673	17.638	0.016	-0.004	0.016
Si	8.127	5.441	17.632	0.011	-0.002	0.005
Si	-5.44	8.171	17.653	-0.008	0.016	0.019
Si	8.183	10.867	17.662	-0.002	0	0.009
Si	-5.453	-2.741	17.708	0.013	0.002	-0.001
Si	-2.688	-0.014	17.618	-0.006	-0.007	-0.008
Si	0.041	2.7	17.745	0.004	-0.019	0.003
Si	-2.643	5.393	17.635	0.01	-0.003	-0.033
Si	-0.007	-8.129	17.67	-0.007	-0.021	0.011
Si	-2.783	-5.389	17.628	-0.003	0.004	-0.029
Si	0.037	-2.712	17.684	-0.02	-0.002	0.006
Si	1.351	1.349	19.199	0.013	-0.004	0.008
Si	4.057	4.052	19.068	-0.012	0.013	-0.036
Si	1.401	6.903	19.056	0.019	0.03	-0.039
Si	4.05	-6.794	19.074	-0.007	-0.034	-0.009
Si	1.403	-4.097	19.028	0.007	0.027	-0.034
Si	3.998	-1.361	19.143	-0.005	-0.027	-0.025
Si	6.812	1.333	19.079	-0.002	0.002	-0.021
Si	-6.825	4.043	18.921	-0.014	-0.016	-0.045
Si	6.758	6.789	19.001	0.015	-0.025	-0.016
Si	-6.786	9.514	19.065	0.008	0.009	-0.019
Si	6.787	-4.051	18.932	0.021	-0.02	-0.045
Si	9.515	-1.358	19.051	-0.003	0.005	-0.022
Si	-4.024	1.314	18.991	-0.004	-0.002	-0.045
Si	-1.313	4.067	19.081	-0.019	0.028	-0.008
Si	-3.999	6.789	18.9	0.004	0.015	-0.014
Si	-1.436	-6.738	18.944	0.022	-0.002	-0.038
Si	-4.126	-4.118	19.092	-0.028	-0.023	-0.002
Si	-1.332	-1.331	19.002	0.004	0.018	-0.036
Si	-0.037	-0.053	20.529	-0.006	-0.007	0.058
Si	2.713	2.751	20.552	0.019	0.019	0.082
Si	0.043	5.512	20.364	0.011	0.016	0.047
Si	2.702	8.27	20.557	-0.022	-0.031	0.047
Si	-0.06	-5.409	20.283	-0.012	-0.007	0.049
Si	2.692	-2.816	20.536	0.022	0.003	0.029
Si	5.378	0.036	20.459	-0.001	0.035	0.043
Si	8.218	2.716	20.389	-0.002	0.007	0.029
Si	5.435	5.436	20.38	-0.026	0	0.042
Si	8.123	8.101	20.354	0.005	0.011	0.039
Si	5.467	-5.406	20.304	0.018	-0.002	0.059
Si	8.096	-2.712	20.336	0.015	-0.002	0.077
Si	-5.394	-0.024	20.375	0.011	0.003	0.071
Si	-2.641	2.625	20.396	0.006	-0.019	0.053
Si	-5.348	5.36	20.133	0.007	-0.029	0.034
Si	-2.754	-8.11	20.3	-0.014	0	0.049
Si	-5.451	-5.466	20.545	0.001	-0.012	0.077
Si	-2.711	-2.698	20.3	-0.007	0.017	0.058
Si	1.034	-1.725	21.806	0.078	0.073	-0.663
Si	4.379	1.683	21.86	-0.266	-0.266	-0.747
Si	1.592	4.448	21.759	-0.091	-0.153	-0.761
Si	3.888	6.589	21.728	0.12	0.198	-0.79
Si	0.98	-6.864	21.764	0.349	0.067	-0.672
Si	4.399	-3.929	21.775	-0.288	-0.156	-0.7
Si	6.528	-1.586	21.67	0.122	0.146	-0.732
Si	-6.438	1.625	21.651	-0.173	-0.054	-0.732
Si	6.655	3.891	21.681	0.183	0.257	-0.756
Si	-6.567	6.806	21.423	-0.277	-0.054	-0.675
Si	6.986	-6.583	21.611	-0.063	-0.243	-0.744
Si	9.141	-4.303	21.68	0.275	0.081	-0.753
Si	-3.836	-1.205	21.679	-0.185	-0.1	-0.725
Si	-1.643	1.053	21.885	0.292	0.206	-0.749
Si	-4.242	3.842	21.529	0.112	0.088	-0.734
Si	-1.125	7.148	21.553	-0.065	-0.187	-0.809
Si	-4.392	-7.239	21.764	0.242	0.457	-0.706
Si	-1.225	-3.893	21.619	-0.053	-0.038	-0.67
Si	-4.136	2.698	-3.029	0.082	0.04	0.223
Si	-7.708	-8.02	-1.946	-0.05	0.132	0.137
Si	6.936	-0.678	24.593	-0.047	0.001	-0.141
Si	-1.898	0.714	-2.703	-0.047	-0.036	0.123
Si	1.665	-7.053	-3.301	-0.127	0.098	0.167
Si	-6.393	-4.143	24.523	-0.048	0.061	-0.118
Si	-2.052	-3.937	-4.79	0.033	-0.109	0.059
Si	7.822	2.554	-1.783	0.091	-0.008	0.017
Si	-2.505	-2.333	-2.147	-0.027	0.022	0.049
Si	-3.628	-6.758	-5.203	0.072	0.113	0.027
Si	-5.035	-6.414	-2.656	-0.023	0.018	0.02
Si	1.169	-4.154	-4.512	-0.001	0.011	-0.051
Si	7.458	-3.361	-4.45	0.055	-0.048	0.019
Si	2.194	5.458	-3.931	-0.1	-0.038	-0.035
Si	-4.525	-6.504	24.688	0.055	-0.182	0.016
Si	-6.475	-3.909	-2.805	-0.043	0.076	0.074
Si	-2.583	5.462	23.704	0.08	-0.039	-0.1
Si	0.73	-5.714	24.685	-0.027	-0.026	-0.269
Si	-6.126	1.432	-4.911	0.026	0.02	0
Si	4.009	7.427	-2.801	-0.096	0.079	0.083
Si	-6.741	4.064	25.729	0.019	0.015	-0.018
Si	5.13	0.878	-4.706	0.01	0.075	-0.059
Si	-2.173	-4.638	24.392	-0.067	-0.125	-0.182
Si	-5.692	-3.09	-7.082	0.046	0.036	0.02
Si	0.128	4.133	24.544	0.013	0.084	-0.088
Si	-0.091	5.303	-2.051	-0.099	-0.009	0.092
Si	4.668	-4.53	24.718	-0.032	-0.06	-0.132
Si	-0.409	1.829	-5.242	-0.114	0.108	0.102
Si	6.509	5.534	-6.205	0.1	-0.071	0.023
Si	-6.332	-6.039	-6.727	0.011	-0.011	-0.065
Si	4.224	0.753	24.891	0.06	0.125	-0.146
Si	5.915	7.84	23.742	-0.097	-0.009	-0.192
Si	8.135	5.635	23.701	-0.031	-0.09	-0.055
Si	-4.191	5.508	26.072	-0.03	0.055	-0.001
Si	2.596	2.711	-5.1	0.089	0.091	-0.002
Si	4.808	-1.962	-4.373	-0.041	0.086	-0.008
Si	3.375	-3.692	-6.521	-0.137	0.218	-0.165
Si	7.249	-3.535	25.689	-0.066	-0.016	-0.063
Si	5.683	0.451	-1.669	-0.038	0.002	0.157
Si	-6.469	-1.639	-4.654	-0.036	-0.012	0.037
Si	4.574	-7.368	26.169	-0.009	0.066	-0.036
Si	6.756	7.835	-4.037	-0.108	-0.068	-0.13
Si	-7.104	1.252	24.6	0.037	-0.092	-0.114
Si	1.573	-0.749	24.715	0.082	0.066	-0.201
Si	-4.001	-2.329	24.569	-0.048	-0.026	-0.197
Si	7.111	-6.113	-5.677	0.066	0.185	-0.059
Si	7.492	2.751	-4.98	-0.098	0.039	0.114
Si	2.784	-2.62	-2.268	0.015	-0.136	0.102
Si	-2.103	6.954	-6.308	-0.069	-0.103	0.016
Si	0.838	7.516	-5.541	-0.081	0.064	0.117
Si	-0.707	1.367	24.912	-0.031	0.027	-0.169
Si	2.375	-3.383	26	0.009	0.051	-0.035
Si	-1.939	4.353	-4.474	0.058	0.049	0.033
Si	4	4.407	-7.296	0.002	-0.068	0.02
Si	1.357	-1.412	5.466	-0.014	-0.001	0.009
Si	4.099	1.351	5.45	0.007	-0.015	0.008
Si	1.329	4.121	5.426	-0.013	0.024	0.003
Si	4.061	6.821	5.439	-0.012	0.002	0.013
Si	1.376	9.508	5.435	0.007	0.001	0.001
Si	4.093	12.221	5.464	0.022	0.013	0.009
Si	6.797	-1.344	5.467	0.002	0.002	0.007
Si	9.526	1.352	5.477	-0.011	-0.003	0.017
Si	6.788	4.092	5.443	-0.003	-0.002	0.004
Si	9.542	6.799	5.431	-0.002	-0.011	0.003
Si	6.792	9.54	5.441	-0.007	0.001	0.013
Si	9.517	12.237	5.429	-0.002	0.002	0.002
Si	-4.08	-1.36	5.45	0.003	0	0.01
Si	-1.38	1.368	5.474	-0.007	0.005	0.019
Si	-4.074	4.074	5.45	-0.005	0	0.004
Si	-1.344	6.799	5.415	0.003	-0.004	-0.006
Si	-4.075	-6.818	5.395	0.002	-0.014	-0.004
Si	-1.343	-4.092	5.434	0.011	-0.01	0.007
Si	2.722	-0.014	6.794	-0.007	-0.003	-0.003
Si	5.445	2.721	6.812	0.01	0.001	-0.006
Si	2.701	5.46	6.798	0.002	-0.001	-0.004
Si	5.44	8.166	6.797	0.005	0.001	0.002
Si	2.722	10.868	6.811	-0.006	-0.005	0.001
Si	5.441	-2.72	6.814	0.005	-0.001	0.006
Si	8.171	-0.01	6.83	0.013	-0.003	-0.002
Si	10.877	2.732	6.818	-0.006	0	0.005
Si	8.167	5.445	6.791	-0.005	0.016	0.006
Si	10.896	8.159	6.79	-0.007	-0.005	-0.007
Si	8.153	10.894	6.802	-0.014	0.009	-0.001
Si	10.878	-2.727	6.798	-0.005	0	0
Si	-2.736	0.003	6.823	-0.002	0.01	0.003
Si	-0.003	2.738	6.801	-0.005	-0.003	0
Si	-2.704	5.442	6.789	0.002	-0.003	-0.004
Si	0.008	8.153	6.791	0.012	-0.008	0.004
Si	-2.715	-5.461	6.773	0.013	-0.002	-0.005
Si	-0.005	-2.747	6.828	0.001	0	0
Si	1.364	1.364	8.145	0.004	0.005	-0.001
Si	4.069	4.086	8.149	-0.009	-0.009	0.001
Si	1.357	6.809	8.172	-0.003	0.003	0.002
Si	4.085	9.518	8.17	0.007	0.013	-0.002
Si	1.361	-4.1	8.178	-0.007	-0.007	0.003
Si	4.076	-1.364	8.169	0.001	-0.01	-0.008
Si	6.809	1.366	8.173	0.01	0	-0.006
Si	9.518	4.091	8.17	0.006	0	-0.001
Si	6.802	6.801	8.151	-0.009	-0.013	-0.003
Si	9.52	9.517	8.145	-0.003	-0.004	-0.01
Si	6.804	-4.071	8.174	0.013	0.013	0.005
Si	9.527	-1.374	8.177	-0.015	0.004	0.008
Si	-4.092	1.364	8.179	-0.005	-0.01	-0.003
Si	-1.361	4.087	8.167	0.003	0.007	-0.003
Si	-4.068	6.799	8.153	0.001	0.001	-0.001
Si	-1.358	-6.808	8.15	-0.004	-0.009	-0.002
Si	-4.072	-4.094	8.142	-0.005	0.001	-0.013
Si	-1.361	-1.361	8.166	0.006	0.004	-0.006
Si	0.005	0.005	9.513	-0.008	0	0
Si	2.721	2.72	9.512	0	-0.004	0.001
Si	0	5.444	9.526	0.001	-0.003	0.001
Si	2.723	8.162	9.53	-0.001	-0.002	0
Si	-0.003	-5.454	9.527	0.005	0.003	0
Si	2.718	-2.724	9.528	-0.004	0.004	0.001
Si	5.441	0.001	9.521	-0.001	0	-0.003
Si	8.164	2.725	9.533	0	0.004	0.002
Si	5.439	5.441	9.51	0.014	0.009	-0.003
Si	8.162	8.16	9.513	-0.004	0	-0.001
Si	5.44	-5.436	9.526	-0.004	-0.003	-0.004
Si	8.162	-2.721	9.536	0.005	-0.004	0.003
Si	-5.445	-0.001	9.534	-0.002	-0.001	-0.001
Si	-2.719	2.724	9.526	-0.002	-0.001	-0.004
Si	-5.432	5.445	9.522	-0.011	0.001	-0.001
Si	-2.715	8.157	9.517	0.006	-0.006	0
Si	-5.438	-5.446	9.507	-0.004	0.002	-0.002
Si	-2.724	-2.728	9.514	0.002	-0.002	-0.001
Si	1.36	-1.353	10.88	-0.003	0.002	0.001
Si	4.081	1.362	10.877	0.003	0.003	-0.001
Si	1.363	4.078	10.875	-0.004	0.004	0.002
Si	4.086	6.797	10.88	-0.003	-0.009	-0.003
Si	1.362	9.518	10.892	-0.006	-0.006	0.006
Si	4.079	-4.079	10.889	0.008	0.004	0.001
Si	6.797	-1.357	10.886	0.011	-0.009	-0.001
Si	9.518	1.36	10.895	-0.002	-0.004	0.005
Si	6.796	4.084	10.882	-0.006	-0.008	-0.003
Si	9.522	6.802	10.878	0.006	-0.004	0.002
Si	6.799	9.518	10.877	0.002	0.011	-0.001
Si	9.526	-4.09	10.876	-0.004	0.005	0
Si	-4.079	-1.366	10.879	-0.01	0.007	0
Si	-1.353	1.363	10.878	0	0.002	-0.001
Si	-4.079	4.079	10.889	-0.001	0.003	-0.001
Si	-1.359	6.803	10.884	-0.003	0.005	0.001
Si	-4.082	9.516	10.872	0.004	-0.005	-0.002
Si	-1.36	-4.082	10.877	0.004	-0.008	0.001
Si	2.723	0.005	12.241	0.009	0.003	0.003
Si	5.436	2.721	12.241	0.007	0.004	0.006
Si	2.726	5.432	12.234	0	-0.004	-0.001
Si	5.438	8.162	12.242	0.006	-0.005	0
Si	2.718	10.885	12.251	-0.005	0.003	0.004
Si	5.439	-2.716	12.246	-0.002	0.005	0.001
Si	8.151	0.001	12.25	-0.01	0.003	0.005
Si	10.885	2.716	12.254	0.001	-0.003	0.003
Si	8.163	5.439	12.239	-0.001	0.004	-0.002
Si	10.88	8.16	12.242	-0.003	0.002	0.004
Si	8.156	10.88	12.233	0.006	-0.004	0.001
Si	10.878	-2.724	12.236	-0.003	-0.007	0.001
Si	-2.716	0	12.231	0.006	-0.009	-0.001
Si	0.01	2.719	12.24	0.002	0.001	-0.002
Si	-2.716	5.441	12.243	0.002	0.005	-0.002
Si	0.002	8.156	12.249	-0.003	-0.009	0.002
Si	-2.719	-5.446	12.231	-0.009	0.003	0.002
Si	-0.003	-2.714	12.235	-0.007	0.003	0
Si	1.376	1.37	13.608	-0.009	0	0.008
Si	4.071	4.07	13.607	0.003	0.006	0
Si	1.372	6.791	13.593	0.007	-0.007	-0.005
Si	4.081	9.524	13.608	0	-0.004	0.007
Si	1.353	-4.067	13.602	-0.008	0.014	0
Si	4.079	-1.354	13.605	0.01	-0.007	0.003
Si	6.789	1.362	13.607	-0.005	-0.002	0.006
Si	9.52	4.078	13.608	-0.004	-0.003	0.003
Si	6.796	6.795	13.595	0.002	0	0.005
Si	9.507	9.52	13.591	-0.005	0.008	0.002
Si	6.801	-4.079	13.6	0.005	-0.007	-0.003
Si	9.509	-1.373	13.598	0.008	-0.002	0.006
Si	-4.071	1.345	13.607	0	0.003	0.004
Si	-1.348	4.08	13.594	-0.006	0.001	0.002
Si	-4.077	6.799	13.602	-0.001	0.003	0.001
Si	-1.361	9.521	13.6	0.007	-0.007	0.003
Si	-4.074	-4.081	13.585	0.004	-0.007	0.003
Si	-1.355	-1.347	13.597	-0.011	0.001	0
Si	0.014	0.01	14.956	-0.001	-0.003	-0.002
Si	2.728	2.717	14.998	0.005	0.003	0.006
Si	0.03	5.421	14.955	0	0	0.002
Si	2.715	8.159	14.958	-0.003	-0.013	-0.004
Si	-0.011	-5.426	14.958	-0.004	0.009	0
Si	2.714	-2.707	14.964	-0.005	0.004	-0.003
Si	5.422	0.012	14.975	0.001	-0.003	0
Si	8.157	2.712	14.964	-0.004	0.006	-0.001
Si	5.43	5.436	14.951	0.01	-0.003	0
Si	8.145	8.16	14.953	0.002	0.001	0.007
Si	5.444	10.889	14.966	0.001	0.005	0.005
Si	8.143	-2.718	14.972	-0.005	-0.002	0.001
Si	-5.44	-0.03	14.954	-0.002	-0.01	-0.005
Si	-2.698	2.713	14.95	0.008	0	-0.002
Si	-5.434	5.439	14.965	-0.002	0.006	-0.003
Si	-2.712	8.154	14.963	-0.005	-0.004	0.002
Si	-5.449	-5.431	14.93	0.005	0.001	-0.004
Si	-2.716	-2.715	14.942	0.006	-0.003	0.004
O	7.435	-1.959	25.418	0.57	0.323	0.343
O	8.073	-2.647	-0.364	0.114	-0.311	-0.323
O	7.547	3.985	-1.1	0.41	0.173	-0.097
O	-7.085	1.908	-1.318	0.173	0.06	-0.663
O	0.841	3.952	23.107	-0.003	-0.39	0.075
O	-6.485	-0.056	-4.365	-0.17	0.096	0.268
O	4.505	-5.86	25.612	-0.025	0.013	0.014
O	0.215	0.055	24.991	-0.324	-0.487	0.085
O	3.96	1.276	23.379	-0.439	-0.134	0.134
O	7.459	-7.054	-1.331	0.016	0.004	-0.514
O	-0.088	-5.267	-0.479	-0.142	-0.123	-0.101
O	-0.113	-2.838	22.268	-0.049	-0.264	0.565
O	7.653	2.734	-3.365	-0.002	0.094	-0.021
O	4.643	7.105	23.077	-0.112	-0.19	0.502
O	1.179	-6.01	23.151	0.171	0.504	0.282
O	4.222	0.812	-1.116	-0.333	-0.362	-0.27
O	4.648	1.921	25.937	0.048	0.299	-0.126
O	-3.565	6.194	24.753	-0.099	0.676	-0.027
O	6.194	-0.987	-1.168	-0.293	-0.485	-0.404
O	-3.394	1.253	-3.001	-0.268	-0.471	-0.105
O	3.614	-3.788	-1.486	-0.036	-0.158	-0.352
O	-5.542	5.369	-0.425	-0.024	0.084	-0.534
O	6.992	-4.503	-5.505	-0.458	0.109	-0.143
O	3.63	6.108	-3.645	0.533	-0.221	-0.398
O	-2.789	-0.065	22.198	0.177	0.213	0.254
O	5.557	2.776	22.113	0.016	-0.004	0.04
O	-0.743	0.897	-6.524	-0.233	-0.427	0.011
O	5.622	8.12	25.286	0.321	-0.142	0.367
O	-1.018	4.64	-3.178	-0.072	-0.234	0.08
O	-0.524	7.301	-6.367	0.261	0.152	-0.538
O	-1.217	1.57	23.375	-0.12	0.447	0.125
O	-1.475	1.521	-1.357	-0.033	0.829	-0.052
O	1.694	-3.181	-3.323	0.031	0.299	-0.014
O	-2.812	-8.011	-5.801	0.052	0.137	-0.158
O	-2.705	-3.262	-3.457	-0.413	-0.073	0.001
O	-5.864	0.72	25.461	0.151	0.016	-0.142
O	3.835	-1.701	-3.099	0.108	0.547	0.076
O	1.249	5.902	-2.702	-0.047	0.391	0.276
O	2.014	-1.744	-1.16	-0.026	0.083	-0.411
O	-5.024	1.261	-6.081	0.373	0.063	0.137
O	-5.471	-5.035	-3.395	0.313	-0.062	-0.716
O	7.248	4.252	-5.527	0.196	0.092	0.109
O	-2.738	-5.386	-5.124	-0.191	0.153	-0.051
O	8.096	-5.493	22.101	-0.02	0.273	0.387
O	5.426	-2.706	22.139	-0.031	0.071	0.294
O	8.164	7.588	-3.311	0.341	-0.172	-0.448
O	3.725	1.657	-4.642	-0.2	-0.241	0.038
O	3.177	-7.634	-3.377	0.295	0.395	-0.32
O	-8.004	-4.127	-3.304	-0.195	-0.395	0.163
O	0.148	-0.104	-0.306	-0.059	-0.034	-0.258
O	7.246	6.96	23.7	0.316	0.318	0.167
O	6.242	-4.184	24.615	0.24	-0.15	-0.387
O	-5.79	-5.606	24.246	-0.161	-0.059	-0.11
O	-2.093	-4.717	22.758	-0.41	-0.568	-0.254
O	3.819	-5.207	-6.795	-0.168	-0.314	0.195
O	-2.597	-3.112	24.729	0.587	0.366	-0.056
O	-3.93	-7.154	23.326	0.385	-0.285	0.263
O	4.07	-4.663	23.207	-0.314	-0.241	0.053
O	6.701	6.864	-5.314	0.232	0.251	-0.102
O	1.836	-7.901	-6.424	0.366	0.181	0.162
O	-6.845	-3.546	23.089	0.194	0.852	0.105
O	1.292	-7.001	-1.723	-0.156	-0.408	-0.067
O	7.245	4.431	23.102	-0.306	-0.088	0.321
O	4.934	-0.622	-5.3	-0.325	-0.216	-0.592
O	-6.913	0.926	23.035	-0.312	-0.468	0.039
O	-1.13	3.279	-5.385	0.112	0.137	-0.531
O	0.421	4.2	-0.995	-0.346	0.066	0.018
O	-3.513	4.519	22.802	-0.218	-0.261	0.407
O	-7.926	-2.207	-5.107	-0.131	0.368	-0.757
O	-3.254	-5.595	25.14	0.072	-0.1	0.661
O	-1.859	-0.895	-2.534	0.392	-0.104	-0.078
O	-6.029	-2.434	-3.305	0.383	0.246	0.161
O	-7.462	7.099	-0.926	-0.197	-0.107	0.103
O	-4.336	-1.975	23.025	-0.108	-0.186	-0.132
O	-6.938	5.905	22.724	0.465	-0.378	0.202
O	-2.7	-8.143	-0.448	-0.17	-0.028	-0.423
O	-5.138	4.269	25.646	0.305	-0.378	-0.183
O	2.38	3.866	-3.99	0.08	-0.09	0.535
O	5.707	0.547	-3.248	0.556	-0.294	0.01
O	-0.899	1.103	-3.898	0.253	-0.267	0.034
O	3.682	7.25	-1.228	-0.286	0.202	-0.143
O	-4.219	3.383	-1.552	-0.106	-0.157	0.144
O	2.597	2.721	-0.399	0.05	-0.031	-0.474
O	-5.571	7.978	21.918	0.212	-0.102	0.316
O	6.716	1.566	-1.14	-0.053	0.044	0.369
O	1.717	-1.032	23.121	0.318	0.194	-0.038
O	-7.185	2.836	24.798	-0.216	0.386	-0.33
O	-7.596	5.323	25.167	-0.026	0.468	0.321
O	-6.379	-4.158	-1.221	0.455	-0.386	-0.174
O	2.751	5.515	22.214	0.117	-0.179	0.232
O	1.807	-4.761	25.392	0.302	-0.122	0.225
O	6.057	-6.643	-6.775	0.11	-0.408	-0.044
O	4.913	5.273	-6.291	-0.444	0.468	0.366
O	6.205	-2.562	-3.831	0.15	0.141	0.263
O	-0.445	-4.098	-4.614	-0.05	0.047	0.291
O	-0.919	6.474	-1.33	-0.082	0.014	-0.553
O	-6.354	-7.217	-2.224	-0.133	-0.02	-0.139
O	-0.048	-8.082	22.123	-0.158	-0.243	0.151
O	-3.912	-1.009	25.466	0.528	0.182	-0.037
O	7.161	-0.941	23.017	0.475	0.081	-0.013
O	4.207	-3.122	-5.286	0.062	-0.201	0.042
O	0.645	-8.029	-4.123	-0.575	-0.373	0.012
O	6.238	1.81	-5.433	-0.053	0.098	-0.443
O	3.117	-8.039	25.988	0.021	-0.356	-0.456
O	1.196	1.952	-5.244	0.167	-0.211	0.059
O	-4.201	-6.172	-1.296	0.274	0.489	-0.069
O	6.675	-6.904	-4.353	-0.273	0.206	0.493
O	-1.561	-3.188	-1.153	0.31	0.012	-0.302
O	5.505	5.494	-0.396	0.075	0.04	-0.329
O	-5.364	2.788	22.085	-0.012	-0.05	0.529
O	-1.877	6.624	22.877	-0.129	0.386	0.503
O	-1.42	4.576	24.385	-0.116	-0.286	0.117
O	-5.227	-3.218	25.134	0.012	0.021	0.668
O	3.038	3.407	-6.482	-0.388	0.169	-0.073
O	-5.473	-2.025	-5.872	0.612	0.342	0.09
O	-5.565	2.386	-3.726	-0.36	0.25	0.189
O	-3.872	-1.991	-1.335	-0.217	-0.258	-0.399
O	-7.451	2.122	-5.542	-0.085	0.009	-0.748
O	5.471	-5.449	-0.555	0.205	-0.102	-0.204
O	-2.324	-2.882	-5.988	0.215	0.331	-0.092
O	-2.275	5.702	-5.289	-0.003	0.074	-0.026
O	-7.687	-6.565	-6.014	0.14	-0.42	0.173
O	2.826	0.071	25.318	-0.16	0.003	0.822
O	0.147	2.693	25.28	0.494	-0.003	0.27
O	5.586	7.58	-2.971	0.42	-0.228	0.501
O	1.483	-2.167	25.455	-0.511	-0.092	0
O	0.955	5.214	25.412	0.074	0.333	-0.088
O	1.631	-5.63	-4.048	0.49	0.088	-0.082
O	-3.334	3.722	-3.983	-0.114	0.169	-0.093
O	-6.369	-4.44	-6.545	-0.173	0.075	0.169
O	5.384	-0.368	24.886	-0.208	-0.397	0.189
O	-1.885	1.195	25.996	-0.24	-0.055	-0.187
O	-4.1	-7.19	-3.711	0.349	-0.578	0.247
O	1.833	-3.743	-5.962	-0.348	0.181	-0.307
O	7.83	0.576	25.061	-0.111	-0.046	0.552
O	6.21	-7.108	22.946	-0.34	0.155	0.197
O	-4.954	-6.581	-6.109	-0.13	-0.491	-0.156
O	3.906	-3.311	25.479	0.314	0.477	0.2
O	-5.144	-7.463	25.844	-0.018	0.155	0.156
O	1.517	6.056	-5.28	-0.034	-0.251	-0.55
O	-7.623	-4.234	25.557	0.062	-0.29	0.451
O	-0.695	-4.996	24.886	-0.04	0.147	0.383
O	0.697	-7.116	25.473	-0.563	-0.374	-0.001
O	-5.446	-0.009	-0.496	-0.065	-0.072	-0.4

Results
total energy: -101658.283 eV
total energy less fixed offsets of O -438.25, Si -107.07 eV per atom: -5.083 eV
